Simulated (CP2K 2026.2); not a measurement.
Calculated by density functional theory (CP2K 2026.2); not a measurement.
Periodic cell of 501 atoms, Si360O141, from a study of silicon, its oxide and their interface. The atomic structure is a simulated model.
Doubt: the forces sum to 1.83 eV/angstrom along one axis rather than to zero, so they err by at least 0.0037 eV/angstrom per atom on average; the grid cutoff is modest.

Settings: functional PBE; method Gaussian and plane waves; basis set DZVP-MOLOPT-SR-GTH; pseudopotentials GTH-PBE; grid cutoff 350 Ry, relative cutoff 50 Ry; k points Gamma only; occupations fixed; spin none; net charge 0.

Cell vectors (angstrom)
a 16.32 0 0
b 0 16.32 0
c 3.1272 -7.4415 34.1965

Atoms and the computed forces on them: element, x, y, z (angstrom), force x, y, z (eV/angstrom)
Si 15.588 15.662 1.041 0.253 0.27 0.464
Si 17.077 7.351 30.698 -0.489 0.174 -0.578
Si 0.395 5.821 0.503 -0.09 0.085 0.089
Si 7.702 1.757 31.908 0.054 -0.056 -0.101
Si 13.204 11.092 0.377 -0.38 0.533 0.349
Si 1.453 13.54 0.386 -0.099 0.049 0.075
Si 6.207 15.981 0.071 -0.071 -0.07 0.038
Si 7.825 2.156 0.642 0.292 0.222 0.614
Si 5.591 4.382 0.396 0.221 0.312 0.463
Si 7.177 7.167 1.799 0.072 -0.108 0.582
Si 4.678 8.875 0.79 -0.034 0.017 0.1
Si 7.441 11.761 1.484 0.051 -0.069 0.106
Si 10.247 14.445 1.369 0.136 -0.113 0.591
Si 12.216 2.347 1.883 -0.317 -0.12 0.403
Si 11.243 5.766 3.163 0.027 0.035 -0.065
Si 12.498 7.965 0.551 0.224 -0.123 0.635
Si 9.106 9.984 1.68 -0.006 0.105 -0.181
Si 11.921 12.613 1.666 0.059 0.014 -0.064
Si 0.28 0.42 2.881 -0.07 -0.023 -0.074
Si 1.98 2.116 2.63 0.005 -0.085 0.599
Si 15.502 4.704 2.985 -0.023 -0.057 0.764
Si 2.375 7.639 2.27 0.118 0.027 0.679
Si 15.962 11.412 1.973 -0.23 0.386 0.625
Si 3.16 14.139 2.883 0.101 0.096 0.592
Si 4.896 -0.517 2.831 -0.008 -0.157 0.637
Si 8.577 2.886 2.731 -0.065 -0.009 0.032
Si 5.857 5.413 2.513 0.028 -0.094 -0.041
Si 8.257 8.494 3.271 0.058 0.042 0.039
Si 5.61 11.003 2.772 0.408 0.314 0.333
Si 8.387 13.564 2.699 0.076 0.037 -0.036
Si 11.124 0.157 2.535 -0.02 -0.047 0.027
Si 13.817 3.051 3.404 0.057 0.064 -0.077
Si 10.471 4.022 1.818 -0.095 0 -0.132
Si 12.897 7.477 2.819 0.068 0.063 0.002
Si 10.834 10.959 2.91 -0.061 0.002 0.073
Si 13.588 13.806 2.785 -0.37 -0.258 0.362
Si 15.016 1.348 4.366 0.043 -0.071 0.004
Si 1.172 3.893 4.021 -0.01 0.021 -0.143
Si 14.748 6.649 4.087 0.045 0.009 -0.159
Si 1.346 9.326 3.656 0.239 -0.191 0.394
Si 14.983 12.348 3.927 0.046 -0.018 -0.071
Si 1.386 15.067 4.132 0.002 -0.007 -0.008
Si 3.923 1.334 3.92 -0.007 0.035 -0.055
Si 6.954 4.019 4.013 0.044 0.054 -0.03
Si 4.031 6.538 3.712 0.016 0.107 0.042
Si 6.649 9.636 4.393 -0.076 0.079 -0.054
Si 4.132 12.323 4.03 -0.083 -0.042 -0.029
Si 6.817 14.901 3.951 -0.011 -0.005 -0.036
Si 9.619 1.268 4.03 0.052 -0.029 -0.057
Si 12.228 4.203 4.608 -0.02 0.049 0.129
Si 9.567 6.89 4.338 0.029 -0.061 0.058
Si 12.177 9.41 4.066 -0.011 -0.048 -0.017
Si 9.51 12.276 4.295 0.024 -0.019 0.015
Si 12.268 15.143 4.131 -0.011 -0.002 -0.029
Si 13.609 -0.001 5.605 0.001 0.011 0.013
Si 16.351 2.703 5.676 -0.021 -0.044 0.021
Si 13.617 5.544 5.82 -0.036 0.048 -0.008
Si 16.277 8.11 5.209 -0.013 -0.006 0.005
Si 13.652 10.854 5.273 0.001 -0.001 -0.033
Si 16.341 13.611 5.375 0.005 -0.025 0.008
Si 2.728 0.064 5.525 -0.026 0.022 -0.014
Si 5.421 2.68 5.252 -0.03 -0.04 -0.032
Si 2.683 5.298 5.234 0.015 -0.013 0
Si 5.242 8.022 5.324 -0.068 -0.028 -0.001
Si 2.667 10.802 5.15 -0.04 -0.039 0.026
Si 5.503 13.599 5.454 0.034 0.044 -0.005
Si 8.151 -0.03 5.346 0.021 -0.026 -0.009
Si 10.825 2.637 5.566 -0.035 -0.05 0.014
Si 8.144 5.424 5.488 -0.014 -0.025 0.014
Si 10.894 8.248 5.662 0.002 -0.009 -0.013
Si 8.101 10.968 5.652 -0.001 0.014 -0.038
Si 10.931 13.686 5.483 0.029 -0.021 -0.021
Si 15.001 -1.41 6.837 -0.008 -0.038 0
Si 1.406 1.351 6.952 0.016 0.005 0.033
Si 15.003 4.096 6.989 0.021 -0.009 0.021
Si 1.348 6.752 6.61 0.001 0.021 -0.002
Si 14.996 9.502 6.679 -0.005 -0.012 -0.026
Si 1.387 12.183 6.652 0.018 -0.003 -0.015
Si 4.116 -1.35 6.782 0.031 -0.003 0.032
Si 6.768 1.341 6.695 0.019 0.021 0.005
Si 4.073 4.028 6.678 -0.007 0.018 -0.01
Si 6.71 6.791 6.751 0.008 -0.008 -0.035
Si 3.96 9.476 6.666 -0.007 -0.001 -0.025
Si 6.754 12.31 6.944 0.003 0.006 0.043
Si 9.502 -1.325 6.811 0.018 0.003 -0.022
Si 12.253 1.372 6.927 -0.037 0.016 -0.018
Si 9.478 4.058 6.868 0.026 0.009 -0.035
Si 12.224 6.911 7.039 0.007 -0.009 0.026
Si 9.482 9.581 6.934 -0.023 -0.008 0.011
Si 12.306 12.229 6.727 -0.019 -0.02 0.01
Si 16.33 -0.035 8.214 -0.029 -0.011 0.007
Si 2.782 2.745 8.195 0.028 -0.009 0.007
Si 16.398 5.495 8.191 0.024 -0.016 -0.006
Si 2.643 8.13 8.062 0 0.007 -0.017
Si 16.34 10.863 8.067 -0.013 0.016 -0.011
Si 2.727 13.557 8.072 -0.016 0.001 -0.005
Si 5.461 0.006 8.146 0.005 0.01 0.004
Si 8.091 2.69 8.152 -0.018 -0.012 -0.001
Si 5.389 5.405 8.1 -0.018 0.004 0.002
Si 8.086 8.147 8.157 -0.018 0.005 0.002
Si 5.35 10.833 8.104 -0.006 -0.012 -0.009
Si 8.169 13.655 8.226 -0.013 0.015 0.011
Si 10.856 0.002 8.213 0.003 -0.015 0.002
Si 13.604 2.731 8.27 -0.027 0.01 0.037
Si 10.843 5.436 8.231 0.027 -0.023 0.001
Si 13.668 8.265 8.228 -0.013 -0.004 0.021
Si 10.917 10.942 8.179 0.012 0.014 0.003
Si 13.623 13.556 8.163 -0.001 0.002 -0.015
Si 14.963 1.357 14.959 -0.016 0.002 0.005
Si 1.393 4.094 14.961 -0.002 -0.007 0.002
Si 14.974 6.82 14.934 0.007 -0.033 -0.011
Si 17.663 9.544 14.974 -0.013 0.012 -0.019
Si 14.943 12.266 15.007 0.002 -0.006 -0.001
Si 17.652 -1.36 14.945 -0.003 -0.007 -0.008
Si 4.077 1.375 14.946 -0.011 0.014 -0.002
Si 6.806 4.094 14.95 0.007 0 0
Si 4.067 6.809 14.96 0.004 0.022 -0.009
Si 6.785 9.492 14.939 0.012 -0.014 -0.005
Si 4.052 12.23 14.937 -0.003 0.017 -0.001
Si 6.794 -1.367 14.956 -0.012 0.023 0.003
Si 9.531 1.346 14.971 0.016 -0.006 -0.001
Si 12.229 4.066 14.958 -0.006 0.003 0.003
Si 9.514 6.821 14.967 -0.013 0 0.006
Si 12.215 9.557 14.991 -0.013 0.006 0.013
Si 9.511 12.217 14.968 0.011 -0.007 0.007
Si 12.263 -1.366 14.981 0.009 0 -0.013
Si 13.623 -0.01 16.351 -0.005 0.005 0.004
Si 16.354 2.718 16.291 0.011 -0.002 0
Si 13.601 5.466 16.26 -0.015 0.007 -0.015
Si 16.323 8.166 16.322 0.011 0.013 0.005
Si 13.565 10.924 16.372 0.015 0.036 0.003
Si 16.304 -2.685 16.361 0.003 0.011 -0.02
Si 2.682 0.024 16.273 -0.004 -0.017 -0.005
Si 5.457 2.729 16.297 0.005 -0.021 0
Si 2.731 5.47 16.352 -0.014 -0.009 0.007
Si 5.426 8.148 16.321 -0.002 -0.017 -0.009
Si 2.691 10.905 16.335 -0.001 -0.003 -0.006
Si 5.4 -2.72 16.283 -0.009 -0.048 -0.019
Si 8.166 -0.015 16.319 -0.007 -0.004 0
Si 10.9 2.673 16.346 -0.015 -0.012 0.002
Si 8.179 5.422 16.315 0.017 -0.001 0.008
Si 10.836 8.215 16.351 0.012 -0.013 0.024
Si 8.127 10.846 16.31 -0.014 -0.006 0.013
Si 10.906 -2.756 16.311 0 0.003 -0.003
Si 14.964 -1.335 17.772 0.007 0.009 -0.015
Si 17.655 1.331 17.695 -0.009 -0.002 -0.006
Si 15.011 4.138 17.575 0.015 0.007 -0.02
Si 17.709 6.867 17.725 0.007 -0.004 -0.006
Si 14.945 9.526 17.654 -0.01 -0.043 -0.016
Si 17.675 12.295 17.71 0.006 0 0.014
Si 4.054 -1.312 17.602 0 0.048 -0.029
Si 6.82 1.378 17.661 -0.01 0.021 -0.01
Si 4.103 4.072 17.67 0.033 0.015 -0.036
Si 6.79 6.758 17.655 -0.014 0.004 0.005
Si 4.044 9.513 17.663 0.019 -0.008 -0.005
Si 6.707 12.181 17.617 -0.021 0.038 -0.014
Si 9.519 -1.431 17.631 -0.032 0.001 0.004
Si 12.264 1.309 17.733 -0.02 -0.016 0.022
Si 9.52 4.028 17.679 -0.011 -0.008 0.009
Si 12.24 6.82 17.618 -0.006 0.009 -0.025
Si 9.472 9.566 17.77 -0.007 0.025 0.027
Si 12.236 12.29 17.794 0.001 -0.023 0.014
Si 16.312 0.022 19.166 -0.052 0.004 0.014
Si 2.728 2.704 18.979 -0.016 0.045 0.015
Si 16.298 5.504 19 -0.031 0.014 0.014
Si 2.783 8.192 19.136 -0.009 -0.029 -0.006
Si 16.317 10.861 19.001 0.014 0.017 0.04
Si 2.705 -2.578 19.022 -0.027 -0.031 0
Si 5.403 0.044 18.953 -0.013 -0.033 -0.039
Si 8.165 2.686 19.097 0.019 -0.02 -0.012
Si 5.506 5.361 19.06 0.015 -0.008 -0.005
Si 8.066 8.128 19.048 -0.008 -0.076 0.019
Si 5.313 10.903 19.033 0.02 0.023 -0.006
Si 8.092 -2.801 18.9 0.001 -0.009 0.008
Si 10.855 -0.129 19.05 0.004 -0.034 -0.03
Si 13.729 2.76 18.925 -0.033 0.014 -0.048
Si 10.921 5.415 18.938 0.03 0.008 -0.014
Si 13.545 8.2 19.002 0.03 0.029 -0.001
Si 10.813 10.982 19.169 -0.072 -0.007 0.028
Si 13.616 -2.662 19.186 0.026 -0.02 -0.01
Si 15.029 1.538 20.465 0.034 -0.013 0.007
Si 17.693 4.106 20.262 -0.006 -0.013 0.012
Si 14.945 6.901 20.361 -0.009 -0.017 -0.03
Si 17.757 9.663 20.443 0.033 0.057 -0.034
Si 14.967 -4.159 20.423 -0.013 0.037 -0.024
Si 17.698 -1.315 20.546 0.002 -0.023 0.037
Si 4.093 1.382 20.364 0.066 -0.013 0
Si 6.804 3.998 20.527 0.024 0.015 -0.033
Si 4.173 6.712 20.417 -0.01 0.056 0.006
Si 6.584 9.458 20.367 -0.019 -0.003 0.079
Si 4.013 -3.95 20.376 0.038 -0.079 0
Si 6.788 -1.368 20.175 0.006 0.072 -0.051
Si 9.546 1.264 20.381 -0.01 -0.038 -0.05
Si 12.369 4.092 20.238 -0.014 0.008 0.01
Si 9.471 6.66 20.261 -0.057 -0.005 -0.015
Si 12.132 9.469 20.41 0.007 -0.034 -0.057
Si 9.299 -4.021 20.503 -0.006 0.013 0.025
Si 12.291 -1.252 20.585 -0.06 0.008 0.039
Si 13.162 0.732 21.612 -0.12 0.161 -0.52
Si 16.495 2.836 21.808 -0.013 0.003 0.122
Si 13.668 5.45 21.711 -0.061 -0.003 0.051
Si 16.389 8.247 21.678 0.004 -0.009 0
Si 12.542 -4.215 23.453 -0.02 0.103 -0.619
Si 16.738 -3.182 21.681 0.241 -0.132 -0.497
Si 2.815 0.089 21.851 -0.017 0.007 0.106
Si 5.447 2.595 21.887 -0.032 0.015 -0.077
Si 2.795 5.303 21.653 0.018 0.015 -0.031
Si 5.479 8 21.879 0.238 -0.25 -0.318
Si 2.278 11.532 21.715 -0.094 -0.003 -0.038
Si 5.511 -2.664 21.64 -0.02 0.008 0.067
Si 8.197 -0.24 21.657 -0.002 0.023 0.037
Si 11.306 2.408 21.464 0.01 -0.082 -0.007
Si 8.342 5.242 21.791 -0.011 -0.01 -0.023
Si 10.76 7.994 21.646 0.02 0.003 0.073
Si 7.978 10.725 21.691 0.088 0.005 -0.055
Si 11.561 -2.185 22.71 0.157 0.079 0.006
Si 15.501 -3.963 24.254 -0.063 -0.039 -0.153
Si 18.273 1.92 23.104 0.027 0.054 -0.008
Si 15.387 4.507 23.036 -0.187 -0.211 -0.678
Si 17.652 6.666 22.833 0.108 0.03 -0.64
Si 15.09 9.633 23.039 -0.054 -0.092 -0.597
Si 3.078 -4.891 23.969 0.351 0.226 -0.488
Si 4.637 -0.911 22.952 0.128 0.198 -0.514
Si 6.421 0.72 23.028 0.032 -0.11 0.02
Si 3.723 3.692 23.133 0.063 -0.085 0.057
Si 7.454 7.158 22.971 0.056 0 0.041
Si 3.358 8.507 24.218 -0.03 -0.102 -0.11
Si 6.94 -3.97 23.01 -0.47 -0.297 -0.088
Si 9.287 -2.333 22.297 0.254 0.168 -0.342
Si 13.742 -0.316 26.767 0.078 0.079 0.032
Si 10.042 3.81 22.89 -0.096 -0.123 -0.538
Si 11.864 6.341 22.919 0.193 0.118 -0.747
Si 9.048 8.997 22.898 -0.19 -0.214 -0.54
Si 13.514 10.781 21.747 -0.027 -0.024 0.061
Si 10.021 1.491 24.913 -0.081 0.21 -0.061
Si 3.282 -5.115 30.812 -0.007 -0.119 -0.008
Si 12.452 -5.699 29.933 0.101 -0.092 -0.116
Si 5.676 0.195 27.771 0.019 -0.018 0.028
Si 3.896 9.184 28.772 -0.216 -0.675 0.202
Si 9.637 5.85 26.937 0.037 0.114 -0.003
Si 3.931 2.449 27.062 -0.011 0.105 0.088
Si 15.549 4.95 31.924 -0.062 0.093 -0.015
Si 16.508 6.202 26.71 -0.235 -0.533 -0.22
Si 16.491 -0.09 30.096 -0.032 0 -0.021
Si 15.124 2.468 30.448 0.014 0.166 -0.023
Si 7.825 -4.85 30.22 0.069 0.031 -0.076
Si 13.207 -3.69 33.734 0.153 0.124 0.759
Si 8.01 4.533 31.503 0.076 -0.013 0.02
Si 15.775 4.174 25.879 0.248 0.69 0.023
Si 5.488 8.897 26.203 -0.157 -0.007 0.009
Si 13.82 2.58 27.618 -0.007 -0.05 0.006
Si 3.197 5.199 27.11 0.277 -0.035 -0.603
Si 12.339 -0.424 24.037 -0.108 -0.479 -0.154
Si 10.003 2.735 30.356 -0.022 0.066 0.149
Si 6.758 -0.762 30.627 0.025 -0.039 -0.104
Si 9.672 7.562 29.314 0.089 0.153 0.03
Si 10.05 5.455 33.698 0.111 -0.353 0.353
Si 7.858 8.666 31.577 -0.04 -0.121 -0.054
Si 16.142 -4.233 33.23 0.006 0.157 0.032
Si 17.445 -1.303 32.817 -0.077 -0.055 0.06
Si 16.738 -0.605 27.034 0.012 0.025 0.111
Si 12.75 6.335 32.584 -0.048 0.389 -0.444
Si 12.505 7.619 30.614 0.187 -0.354 0.562
Si 9.844 -5.827 28.178 0.013 -0.096 0.061
Si 5.327 -1.838 25.701 -0.044 -0.051 -0.093
Si 12.069 7.563 25.798 -0.092 -0.067 0.055
Si 14.768 8.377 25.801 0.049 0.01 0.09
Si 7.215 0.252 25.218 -0.35 0.382 -0.505
Si 15.324 7.653 29.181 0.387 0.687 0.321
Si 12.078 -2.935 31.256 -0.03 -0.018 -0.026
Si 4.596 4.527 25.291 -0.849 0.289 -0.117
Si 10.654 10.237 25.297 -0.004 -0.074 -0.081
Si 5.708 -3.828 34.179 -0.166 -0.163 -0.034
Si 10.79 2.969 27.477 0.059 0.094 0.033
Si 13.392 -0.767 29.7 0.099 0.15 0.017
Si 5.522 -3.413 31.224 0.07 -0.021 0.029
Si 7.11 6.579 25.193 0.005 0.157 -0.565
Si 17.79 1.805 25.392 0.067 0.062 -0.562
Si 5.771 6.511 31.752 -0.027 -0.03 0.035
Si 15.007 9.813 28.313 -0.086 -0.82 0.16
Si 9.395 8.15 0.228 0.052 0.462 0.443
Si 17.668 -3.336 26.098 -0.055 -0.086 -0.035
Si 17.902 -6.551 32.62 -0.001 -0.16 0.118
Si 9.099 -2.497 31.609 -0.07 0.023 0.093
Si 5.387 -4.635 24.692 -0.019 0.127 -0.673
Si 3.581 7.009 29.492 -0.001 0.631 -0.276
Si 17.898 -5.308 28.455 0.049 -0.155 -0.07
Si 12.528 1.579 31.488 0.124 0.05 -0.044
Si 14.969 1.336 9.567 0.01 -0.001 0.009
Si 1.41 4.11 9.54 0.01 0.015 0.01
Si 15.003 6.842 9.544 -0.002 0.028 -0.003
Si 1.336 9.501 9.472 -0.021 -0.017 -0.005
Si 14.99 12.204 9.494 -0.009 -0.007 0.005
Si 1.389 -1.414 9.502 0.004 0.009 0.011
Si 4.117 1.358 9.532 0 0.003 0.02
Si 6.752 4.069 9.501 -0.004 -0.01 -0.004
Si 4.039 6.798 9.445 -0.002 -0.005 -0.003
Si 6.738 9.521 9.496 0.008 -0.01 0.014
Si 4.044 12.215 9.49 0.007 0.003 0.001
Si 6.797 -1.324 9.558 0.024 0.004 0.011
Si 9.484 1.368 9.543 -0.005 0.01 -0.006
Si 12.227 4.099 9.586 0.003 0.01 0.039
Si 9.461 6.802 9.537 -0.02 -0.019 0.012
Si 12.258 9.582 9.559 0.034 0.002 0.014
Si 9.536 12.272 9.545 0.009 -0.009 0.002
Si 12.24 -1.389 9.519 -0.02 -0.021 -0.02
Si 13.589 -0.023 10.891 -0.002 0.007 -0.002
Si 16.342 2.73 10.877 -0.012 0.003 -0.009
Si 13.618 5.474 10.895 -0.003 -0.014 0
Si 16.328 8.192 10.913 -0.007 0.001 0.012
Si 13.62 10.912 10.912 -0.022 0.005 0.012
Si 16.329 13.576 10.863 0.005 -0.023 0.005
Si 2.73 -0.017 10.86 0.01 -0.003 -0.015
Si 5.446 2.718 10.905 0.007 0.002 0.005
Si 2.739 5.473 10.892 0.005 -0.001 0.012
Si 5.395 8.148 10.844 -0.002 0 0.006
Si 2.688 10.864 10.853 -0.009 -0.009 0.014
Si 5.42 13.586 10.857 0.015 -0.005 -0.014
Si 8.155 0.013 10.927 -0.016 -0.002 0.014
Si 10.857 2.723 10.908 0.001 0.017 0.009
Si 8.117 5.424 10.877 -0.005 -0.002 0.008
Si 10.87 8.17 10.862 0 0.01 -0.019
Si 8.138 10.879 10.848 0.006 -0.006 -0.011
Si 10.888 13.609 10.915 -0.001 0.003 0.006
Si 14.966 -1.377 12.226 -0.014 -0.009 -0.009
Si 1.374 1.358 12.228 -0.003 0.008 0.002
Si 14.971 4.084 12.241 0.015 0.011 -0.002
Si 1.371 6.821 12.252 0.008 0.01 0.001
Si 14.954 9.543 12.27 -0.018 0.006 0.006
Si 1.34 12.221 12.237 -0.012 0.004 0.001
Si 4.073 -1.373 12.234 -0.004 0.002 0.001
Si 6.8 1.369 12.275 0.011 0.018 0.007
Si 4.09 4.097 12.238 0.007 -0.001 -0.002
Si 6.764 6.799 12.217 -0.011 -0.011 -0.007
Si 4.057 9.516 12.218 -0.001 -0.012 -0.003
Si 6.79 12.236 12.226 0.013 0.006 0.008
Si 9.523 -1.359 12.267 0.016 0.001 0.002
Si 12.232 1.348 12.247 -0.017 -0.018 -0.002
Si 9.5 4.093 12.253 -0.019 -0.006 0.006
Si 12.236 6.825 12.248 0.017 -0.004 0.009
Si 9.502 9.521 12.22 0.004 -0.008 -0.001
Si 12.248 12.255 12.269 0.016 0.007 0.003
Si 16.313 0.002 13.579 0 -0.006 -0.01
Si 2.732 2.735 13.581 0.027 0.026 -0.001
Si 16.336 5.443 13.598 -0.008 -0.001 -0.001
Si 2.711 8.185 13.616 -0.003 -0.016 0.008
Si 16.299 10.902 13.634 -0.006 0.003 0.001
Si 2.695 -2.728 13.585 -0.016 -0.026 -0.009
Si 5.429 -0.009 13.601 0.004 -0.006 0.002
Si 8.17 2.721 13.622 -0.003 0.006 0.013
Si 5.433 5.451 13.605 0.007 -0.001 0.005
Si 8.143 8.146 13.573 -0.003 -0.003 -0.01
Si 5.425 10.87 13.583 -0.001 -0.011 -0.006
Si 8.155 -2.733 13.604 0.002 0.004 -0.005
Si 10.891 -0.011 13.624 -0.004 0.005 0.004
Si 13.6 2.717 13.595 -0.008 -0.007 -0.01
Si 10.874 5.452 13.608 -0.003 0.002 -0.007
Si 13.583 8.193 13.622 0.009 0.017 0.003
Si 10.864 10.877 13.589 -0.001 -0.003 -0.01
Si 13.614 -2.711 13.615 -0.011 0.012 0.009
O 11.498 2.723 30.983 0.161 0.33 -0.104
O 17.659 8.592 31.552 0.393 0.275 -0.108
O 5.808 10.267 25.402 0.305 0.214 -0.205
O 15.667 4.945 1.372 -0.151 0.023 -0.439
O 16.464 -0.326 33.659 -0.033 -0.051 -0.065
O 8.214 -1.459 30.734 0.347 0.144 -0.333
O 14.712 11.012 1.005 0.05 -0.451 0.106
O 12.649 9.565 0.355 -0.261 -0.035 -0.118
O 0.664 12.29 1.055 0.297 -0.267 -0.342
O 2.73 13.872 1.319 0.468 0.03 -0.314
O 5.102 -0.188 1.233 -0.198 0.286 -0.358
O 7.479 0.581 0.462 0.4 -0.299 -0.029
O 6.517 3.048 0.253 -0.279 -0.15 -0.186
O 3.274 8.104 0.985 -0.247 -0.061 -0.375
O 4.61 10.146 1.779 -0.636 0.147 0.142
O 13.122 2.67 0.548 0.534 0.083 -0.021
O 0.446 10.1 2.497 0.118 -0.421 -0.349
O 13.53 0.316 23.179 0.258 0.033 0.14
O 16.152 -2.887 23.209 -0.05 0.431 0.178
O 4.378 8.675 22.95 0.143 0.426 -0.204
O 2.636 9.928 24.49 -0.319 -0.048 0.2
O 4.31 -1.385 24.511 -0.61 0.007 0.275
O 17.104 -0.293 28.597 0.395 0.08 0.092
O 9.802 7.004 34.141 0.166 0.123 0.093
O 15.934 10.872 23.724 0.578 0.026 0.073
O 8.807 0.465 25.141 0.292 -0.203 -0.041
O 8.476 5.975 25.824 0.189 -0.425 -0.26
O 6.484 7.941 32.033 -0.097 0.38 0.403
O 18.008 -7.15 34.118 -0.454 -0.026 0.026
O 9.57 8.92 28.436 -0.17 -0.018 -0.075
O 6.708 0.559 31.549 -0.447 -0.128 0.229
O 12.501 0.324 30.481 -0.551 -0.061 -0.01
O 5.319 -3.448 25.839 0.088 -0.106 0.451
O 8.662 -4.034 31.338 0.084 -0.238 0.541
O 12.229 7.092 24.285 0.431 0.282 -0.083
O 13.835 -5.698 29.089 0.003 0.322 -0.039
O 5.037 3.132 26.068 0.441 -0.255 0.04
O 4.249 -6.129 29.999 0.718 0.142 0.266
O 16.51 5.656 23.452 -0.004 0.134 0.226
O 4.934 -1.088 27.084 -0.359 -0.173 0.398
O 11.39 5.438 32.761 0.166 -0.206 -0.491
O 16.716 -5.479 32.384 -0.154 -0.077 -0.307
O 5.975 7.988 1.068 -0.093 0.098 -0.088
O 8.395 6.932 0.705 0.038 -0.727 -0.469
O 8.278 -3.045 23.416 -0.007 -0.105 0.57
O 13.847 1.296 26.642 -0.064 0.152 -0.358
O 4.221 8.125 25.529 -0.292 -0.479 0.434
O 12.9 -0.84 25.497 -0.226 -0.607 0.055
O 16.965 -2.856 32.969 0.072 -0.005 0.215
O 8.711 9.062 32.883 0.011 0.593 0.15
O 13.571 7.433 26.401 -0.069 -0.455 0.59
O 9.109 6.379 28.37 -0.303 -0.103 0.305
O 6.825 -1.341 25.273 0.328 -0.458 0.128
O 2.304 -3.745 24.855 0 0.45 -0.026
O 12.206 -4.992 33.832 -0.077 -0.39 -0.154
O 2.25 7.356 24.009 0.164 -0.172 0.569
O 14.768 9.722 26.701 -0.135 0.674 -0.488
O 16.432 6.277 31.721 -0.225 -0.06 0.386
O 4.724 -2.555 34.19 0.259 0.148 -0.165
O 8.716 4.959 32.908 -0.345 0.06 0.313
O 5.142 9.244 27.734 0.552 0.273 0.155
O 17.707 -1.763 26.458 0.543 0.181 -0.146
O 17.342 -0.87 31.244 0.276 -0.039 -0.148
O 18.11 5.975 26.872 -0.023 0.165 -0.324
O 11.465 -4.977 24.431 -0.093 0.144 0.191
O 10.096 2.378 28.798 -0.085 -0.231 -0.026
O 9.539 2.838 24.127 -0.604 -0.029 0.024
O 5.926 5.457 25.165 0.263 0.014 -0.214
O 3.097 3.672 27.752 -0.225 -0.267 0.511
O 16.417 1.491 30.502 0.413 0.347 0.332
O 6.728 7.87 26.119 0.309 0.129 0.376
O 7.507 -6.329 30.75 -0.462 -0.185 0.041
O 15.528 4.026 30.587 0.304 0.326 -0.34
O 14.868 4.049 24.52 -0.519 -0.289 0.069
O 10.048 4.309 27.024 -0.369 0.053 -0.346
O 4.541 6.671 30.74 -0.083 -0.16 0.211
O 12.06 1.069 32.929 -0.526 0.105 -0.173
O 9.924 -5.461 26.602 -0.48 0.651 -0.197
O 13.033 -2.245 30.181 0.429 -0.202 -0.28
O 10.961 6.701 26.561 0.023 0.05 0.4
O 18.16 -4.131 27.403 0.272 0.281 0.177
O 10.978 5.047 23.427 0.082 -0.189 0.343
O 1.08 6.904 1.53 -0.303 -0.075 0.257
O 16.355 4.099 33.026 0.491 0.002 -0.284
O 11.695 9.13 25.844 0.422 0.212 0.145
O 8.946 -2.207 33.206 0.046 0.442 -0.003
O 14.342 2.147 29.075 -0.179 -0.173 -0.069
O 6.436 -4.035 30.035 -0.199 -0.047 -0.625
O 18.956 -1.104 33.428 0.25 0.427 -0.297
O 13.887 -3.832 24.331 -0.104 0.141 0.5
O 9.265 4.182 30.521 0.051 0.26 -0.327
O 11.259 -5.509 28.87 0.024 0.169 -0.041
O 2.906 1.626 26.127 0.128 -0.499 0.049
O 18.837 9.738 28.068 -0.215 -0.361 -0.519
O 12.99 7.18 33.968 -0.16 0.368 -0.24
O 10.926 7.595 0.291 -0.154 -0.435 -0.209
O 13.87 7.221 29.817 -0.107 -0.502 0.1
O 9.102 1.606 31.098 0.265 -0.489 0.074
O 14.456 8.776 24.274 -0.311 -0.394 -0.044
O 16.177 7.571 25.865 0.351 0.12 -0.311
O 3.964 -3.675 30.962 -0.527 0.525 -0.231
O 14.045 2.144 31.622 -0.046 -0.174 0.625
O 5.702 -1.813 31.251 -0.463 0.278 0.387
O 15.186 -1.035 26.871 0.027 -0.457 -0.183
O 4.628 1.402 28.081 -0.249 0.014 0.501
O 12.358 3.238 27.731 0.069 0.392 -0.002
O 16.855 0.689 26.079 -0.631 0.125 -0.153
O 14.573 -4.043 32.914 -0.11 0.191 -0.537
O 11.193 7.188 29.749 0.101 -0.169 -0.218
O 14.447 14.664 1.647 -0.208 0.199 -0.261
O 8.775 7.701 30.649 -0.114 -0.383 0.204
O 5.186 5.834 33.106 -0.033 -0.502 -0.147
O 17.121 3.263 25.707 0.471 -0.003 0.132
O 4.037 3.987 0.526 -0.011 -0.248 0.16
O 18.358 6.703 29.923 0.089 -0.371 -0.158
O 10.646 1.867 26.332 0.32 -0.521 0.173
O 8.65 -4.947 28.831 -0.067 0.392 -0.428
O 9.527 9.513 24.39 -0.127 -0.171 0.116
O 18.267 -4.856 29.956 -0.353 0.377 0.231
O 11.156 0.691 24.107 -0.286 0.346 -0.381
O 14.037 5.338 32.378 -0.196 -0.1 0.298
O 6.405 -0.316 29.114 0.146 0.108 0.065
O 14.962 -0.605 30.029 0.099 -0.085 -0.037
O 3.997 6.068 28.229 0.601 0.091 -0.099
O 14.85 3.669 27.084 -0.013 0.281 0.411
O 12.988 -0.66 28.145 -0.493 -0.28 -0.146
O 5.879 -4.2 32.61 0.102 -0.492 -0.13
O 12.475 -2.591 32.79 -0.145 0.492 0.234
O 2.059 2.46 1.001 -0.243 -0.216 -0.156
O 7.979 1.858 33.47 0.267 0.26 0.05
O 0.416 14.784 0.289 0.175 0.178 -0.446
O 6.937 5.633 31.052 -0.101 0.197 -0.643
O 16.349 -5.656 28.503 0.056 0.254 0.028
O 6.72 0.806 26.676 0.063 0.671 0.134
O 16.141 -3.728 25.709 -0.54 -0.062 0.69
O 12.274 -4.517 31.003 -0.057 -0.274 0.489
O 10.595 -2.359 31.057 -0.102 0.505 -0.486
O 7.087 3.201 31.552 -0.718 0.026 -0.156
O 12.392 9.234 30.774 0.084 0.191 0.509
O 2.958 -5.773 32.255 0.356 0.255 0.292
O 15.794 6.469 28.15 -0.029 -0.42 -0.078

Results
total energy: -100332.169 eV
total energy less fixed offsets of O -438.35, Si -107.03 eV per atom: 5.981 eV
